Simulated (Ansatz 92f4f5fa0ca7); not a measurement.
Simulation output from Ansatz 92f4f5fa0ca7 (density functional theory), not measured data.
Periodic cell of 221 atoms, Si132O87H1N1, from a study of silicon, its oxide and their interface. The atomic structure is a simulated model.
Doubt: the cutoff is far below the 930 eV that the study's wrapper takes by default for these files, so forces and energies are approximate.
This geometry differs little from another in the collection (a relaxation step or a small displacement).

Settings: functional PBE; potential files Ansatz PAW; basis plane waves; wave-function cutoff 580 eV; density cutoff ratio 5; exchange-correlation grid ratio 1; k mesh 1 x 1 x 1, Gamma-centred; self-consistency stop 5e-08 eV per atom in the density residual; occupations fixed; spin none; net charge 0.

Cell vectors (angstrom)
a 10.938 0 0
b 0 10.938 0
c 0 0 33.2985

Atoms: element, x, y, z (angstrom)
Si -0.2039 0.1958 25.7354
Si 5.9733 -0.5543 25.7498
Si 2.8562 2.7986 25.8273
Si 8.3453 2.3172 25.8994
Si -0.4841 6.01 25.7103
Si 5.365 5.6931 25.7835
Si 3.0189 7.8379 25.8131
Si 8.2246 8.2232 26.1294
Si 1.4199 1.3577 27.0492
Si 6.8651 1.1423 27.2202
Si 4.2255 4.1057 27.1618
Si 9.525 4.128 26.9738
Si 1.3282 6.7941 27.1093
Si 6.8124 6.803 27.2754
Si 4.1849 9.4718 27.0696
Si 9.6859 9.6224 27.2408
Si 2.7727 -0.037 28.4384
Si 8.265 -0.0619 28.6101
Si 0.0146 2.7643 28.4218
Si 5.5279 2.667 28.5048
Si 2.7405 5.4318 28.4946
Si 8.2203 5.4042 28.5142
Si 0.0714 8.1901 28.5388
Si 5.4633 8.1942 28.5717
Si 4.1018 1.3673 29.8802
Si 9.5708 1.3673 29.8802
Si 1.3673 4.1018 29.8802
Si 6.8362 4.1018 29.8802
Si 4.1018 6.8362 29.8802
Si 9.5708 6.8362 29.8802
Si 1.3673 9.5708 29.8802
Si 6.8362 9.5708 29.8802
Si 0 0 31.2475
Si 5.469 0 31.2475
Si 2.7345 2.7345 31.2475
Si 8.2035 2.7345 31.2475
Si 0 5.469 31.2475
Si 5.469 5.469 31.2475
Si 2.7345 8.2035 31.2475
Si 8.2035 8.2035 31.2475
Si 1.3673 1.3673 32.6147
Si 6.8362 1.3673 32.6147
Si 4.1018 4.1018 32.6147
Si 9.5708 4.1018 32.6147
Si 1.3673 6.8362 32.6147
Si 6.8362 6.8362 32.6147
Si 4.1018 9.5708 32.6147
Si 9.5708 9.5708 32.6147
Si 2.7345 0 0.6835
Si 8.2035 0 0.6835
Si 0 2.7345 0.6835
Si 5.469 2.7345 0.6835
Si 2.7345 5.469 0.6835
Si 8.2035 5.469 0.6835
Si 0 8.2035 0.6835
Si 5.469 8.2035 0.6835
Si 4.1018 1.3673 2.0507
Si 9.5708 1.3673 2.0507
Si 1.3673 4.1018 2.0507
Si 6.8362 4.1018 2.0507
Si 4.1018 6.8362 2.0507
Si 9.5708 6.8362 2.0507
Si 1.3673 9.5708 2.0507
Si 6.8362 9.5708 2.0507
Si 0 0 3.418
Si 5.469 0 3.418
Si 2.7345 2.7345 3.418
Si 8.2035 2.7345 3.418
Si 0 5.469 3.418
Si 5.469 5.469 3.418
Si 2.7345 8.2035 3.418
Si 8.2035 8.2035 3.418
Si 1.2458 1.4999 4.7508
Si 6.8119 1.3924 4.8109
Si 4.106 4.0795 4.8167
Si 9.524 4.1397 4.8525
Si 1.3652 6.8337 4.7612
Si 6.7784 6.9016 4.8217
Si 4.1243 9.5715 4.7916
Si 9.5553 9.582 4.6523
Si 2.63 0.0411 5.9141
Si 8.2692 -0.0031 6.0211
Si -0.0486 2.855 6.3282
Si 5.4444 2.6909 6.2833
Si 2.7233 5.5009 6.1522
Si 8.0893 5.488 6.2009
Si -0.0838 8.2138 5.9806
Si 5.5057 8.3277 6.3164
Si 3.6601 1.5174 7.3627
Si 9.7983 1.0625 7.4406
Si 1.6136 4.0139 7.661
Si 6.5189 4.369 7.6186
Si 4.2934 6.6585 7.4721
Si 9.3306 7.1075 7.3554
Si 1.0819 9.814 7.186
Si 7.2617 9.4849 7.5581
O 1.8677 3.8914 25.0953
O 7.152 9.2627 25.3279
O 2.7279 2.813 7.7874
O 8.3123 8.259 8.0234
O 5.3788 5.5136 7.9546
O 0.0492 -0.0151 7.8398
O 4.161 6.7359 25.2851
O 9.5441 1.2943 25.3276
O 1.8272 9.0609 8.408
N 1.355 4.5826 9.3294
O 9.0086 1.3327 8.8691
O 6.973 10.4867 8.878
O 3.6886 0.6612 8.7957
O 3.5931 7.1557 8.875
O 7.0506 3.8896 9.1235
O 10.2629 6.2997 8.4502
O 3.8453 2.1175 24.6896
O 5.4254 0.0142 24.2936
O 7.2261 2.7051 24.72
O 11.1207 5.6993 24.2244
O 9.2829 7.1544 25.3556
O 2.3016 8.4589 24.4631
O 6.2158 5.1555 24.4501
O 0.3824 10.3613 24.3739
Si 2.4222 8.076 9.5252
Si 11.08 6.7631 14.3824
Si 0.0152 -5.1406 17.1862
Si 4.1693 0.8693 23.6907
Si 7.4404 -2.015 20.3063
Si 8.2955 0.8146 21.208
Si 1.7219 9.74 23.6405
Si 10.5291 9.5028 14.3838
Si 3.9494 9.7977 11.7331
Si 4.9416 16.1382 12.0169
Si 6.9527 1.7995 16.7601
Si 4.6382 7.4688 20.2103
Si 13.2805 8.558 14.0898
Si 3.749 1.4949 10.2062
Si 7.9339 11.475 9.8164
Si 1.7348 8.3701 20.7664
Si 2.5443 -5.4093 21.2338
Si 2.1899 3.9906 10.7831
Si 8.2824 4.3909 17.5022
Si 6.957 3.9273 23.6596
Si 12.6364 3.6353 18.8046
Si 6.3529 3.0889 10.3799
Si 4.5499 2.9674 18.3755
Si 7.9651 -0.2591 14.9835
Si 10.5533 4.6352 12.2519
Si -1.3624 3.1381 22.5345
Si 6.2561 7.8956 12.2725
Si 8.5894 9.6237 12.2504
Si 5.565 2.3264 21.3591
Si 12.029 4.4179 23.7772
Si 9.8835 2.6949 19.6568
Si 11.2146 5.9163 9.7049
Si -5.3223 5.8729 17.64
Si -0.8528 -2.5997 19.0253
Si 8.0205 10.1103 17.6988
Si 4.823 6.7865 14.6391
O 7.6498 10.2823 13.4434
O 7.0068 9.5516 18.8507
O 7.8507 8.1696 11.9783
O -1.5794 1.1753 20.0003
O 4.5856 5.4809 13.6198
O 7.5315 9.6382 16.1963
O -1.4106 -1.394 18.0442
O 4.8918 13.5412 9.8873
O 5.4652 9.2192 11.7364
O 1.2161 7.1788 10.1542
O 7.0983 1.1155 15.2647
O 8.4811 4.2325 23.1072
O 5.6597 6.5843 11.4814
O 1.4997 6.7717 21.0387
O -2.129 8.0064 20.0517
O 10.1463 9.5794 12.7732
O 15.7558 4.489 17.8908
O 6.0576 8.1379 20.817
O 2.8329 -0.0257 23.5965
O 3.1952 9.561 13.1497
O 6.0132 3.5265 22.3835
O 9.9566 3.5801 21.0216
O 2.2693 4.3424 20.1582
O -5.9055 6.9958 18.6835
O 0.5452 -2.0979 19.7347
O 8.6503 10.5099 10.9023
O 11.6842 6.2721 15.8147
O 12.1076 4.1645 12.0539
O 9.636 10.6854 15.1065
O 10.3633 5.5492 13.5928
O 0.4471 2.6029 19.0324
O 4.045 11.389 11.4131
O 1.3759 7.3704 13.4622
O 12.1395 9.5788 14.7643
O 7.2219 5.5842 17.8922
O 3.4788 -3.2323 14.9295
O 12.0715 4.8402 17.8704
O 10.9933 3.2181 23.3426
O 5.9673 18.6254 13.8781
O 2.2256 4.8447 22.684
O 6.8636 1.4949 20.8732
O 5.3756 -4.6114 16.0951
O 1.4555 -1.6814 22.1098
O -2.1366 3.5302 18.7779
O 9.5858 5.0053 16.7534
O 9.5857 3.3302 12.3745
O 4.5207 1.3806 22.1838
O 3.3226 -2.43 20.2343
O 2.9317 2.7508 18.1719
O 3.5659 4.8206 11.1997
O 6.0755 4.0134 11.7236
O 10.033 7.9752 14.7723
O -6.0462 2.8476 19.9739
O 7.8966 11.7579 17.6929
O 7.9771 -0.7969 21.3127
O 4.08 6.1532 21.0737
O 8.949 1.5966 22.5156
O 2.4478 2.3836 10.6247
O 18.4746 3.3069 16.5387
O 3.0442 9.0057 10.6703
O 10.2065 5.5405 10.9311
O 7.1761 1.7088 10.6773
O 10.4952 -3.9301 18.1756
O 5.4517 1.9379 17.4432
H 8.8385 3.3854 12.9883

Results
free energy: -133793.627 eV
free energy less fixed offsets of H -15.97, N -385.13, O -568.88, Si -635.61 eV per atom: 0.553 eV

Forces (eV/angstrom), in the order of the atoms: element, x, y, z
Si -0.0008 -0.0023 -0.0125
Si -0.0151 0.0142 0.037
Si -0.0047 -0.0005 -0.0015
Si -0.0012 0.0238 0.0353
Si 0.0215 -0.0143 0.0265
Si 0.0026 0 -0.0074
Si -0.0143 0.0115 0.0324
Si -0.0044 0.0034 -0.0031
Si 0.006 -0.0012 0.0099
Si 0.0021 -0.0053 -0.0109
Si 0.0028 -0.0029 0.0097
Si -0.0112 -0.0115 -0.0099
Si -0.0018 0.0027 -0.0124
Si 0.0019 -0.0032 0.011
Si 0.0039 -0.0048 -0.0072
Si 0.0027 -0.0039 0.0126
Si 0.0015 -0.0019 0.003
Si -0.0036 0.0048 0.0034
Si -0.0045 0.0076 0.0031
Si 0.0011 -0.0018 0.0034
Si -0.0078 0.0031 0.0034
Si 0.0057 -0.0038 0.0027
Si 0.0064 -0.0039 0.0016
Si -0.0037 0.004 0.0019
Si -0.0696 -0.1626 -0.2866
Si 0.3088 0.4703 -0.011
Si -0.0191 -0.1666 -0.1625
Si 0.157 -0.4198 0.1098
Si -0.3867 -0.1127 0.1537
Si 0.0778 -0.1192 -0.1911
Si 0.476 0.1186 0.0305
Si 0.0459 -0.2518 0.5698
Si 0.1256 0.1548 -0.0466
Si -0.001 0.0111 0.008
Si -0.0984 -0.0475 -0.0507
Si 0.0167 0.0817 0.0337
Si -0.032 0.0401 -0.0137
Si -0.0952 -0.0398 -0.0509
Si -0.0032 0.0391 0.0301
Si -0.1371 -0.0353 0.0163
Si 0.0084 -0.0494 0.0112
Si 0.0341 -0.0434 -0.0241
Si 0.0153 -0.0062 -0.0228
Si -0.0018 -0.0348 -0.0144
Si 0.0486 0.0215 -0.0288
Si 0.0884 -0.0183 -0.0026
Si 0.0012 -0.0545 -0.0254
Si 0.0049 -0.013 -0.0327
Si 0.023 -0.017 -0.013
Si -0.0611 0.0535 0.0077
Si -0.0189 0.0364 0.0259
Si -0.0286 0.0198 0.0443
Si -0.0759 0.0582 0.0025
Si 0.0145 -0.0171 -0.003
Si -0.0195 -0.017 0.0432
Si -0.033 0.0625 0.0192
Si -0.0788 -0.0827 0.0421
Si 0.0394 -0.1094 -0.0527
Si 0.0936 -0.0229 -0.017
Si 0.0985 0.0659 0.0515
Si -0.038 -0.0805 -0.0124
Si -0.1053 -0.0369 0.0154
Si 0.1452 0.1543 0.0268
Si 0.0502 -0.0821 -0.0284
Si -0.0066 0.5266 -0.607
Si 0.0803 0.0864 0.0472
Si -0.0789 0.2643 -0.1017
Si -0.0087 0.1 0.3047
Si -0.1771 -0.1591 0.1392
Si -0.1564 0.1248 0.258
Si 0.2223 -0.0583 0.0117
Si -0.4403 -0.2723 -0.4478
Si 0.0001 0.0038 0.0019
Si -0.0005 0 -0.0003
Si 0.001 -0.0027 -0.0031
Si 0.0003 0 0.0008
Si 0.0022 0.0006 0.0004
Si -0.003 0.0028 -0.0003
Si -0.0002 0.0005 -0.0008
Si -0.0001 0.0013 -0.0007
Si 0.0012 -0.0026 0.0017
Si -0.0017 0.0011 -0.0001
Si -0.0054 -0.007 0.0056
Si 0.0055 0.0007 -0.0018
Si -0.0049 -0.0032 0.0103
Si 0.0088 0.0017 -0.0007
Si -0.0002 -0.0026 0.0064
Si -0.0041 -0.0028 0.0013
Si -0.004 -0.0002 0.0021
Si 0.0013 0.0209 -0.0122
Si 0.0025 0.0096 -0.0176
Si -0.0023 -0.0034 0.0013
Si -0.0024 0.0064 -0.0091
Si 0.0034 -0.0067 -0.0065
Si 0.02 -0.018 0.0222
Si -0.0059 -0.0003 -0.0012
O 0.0047 -0.0037 0.002
O 0.0095 -0.0094 -0.006
O 0.003 -0.0042 0.0037
O 0.0033 -0.0018 0.0053
O 0.0007 0.0006 0.0045
O 0.0067 -0.0114 0.0053
O 0.0083 -0.0062 -0.009
O 0.0029 -0.0045 -0.0093
O 0.0142 -0.0106 0.0371
N -0.0015 0.0029 0.0018
O -0.0035 -0.0031 0.0066
O 0.0009 0.0025 0.0008
O 0.0033 0.0037 0.0006
O -0.0144 0.0165 0.0128
O -0.0015 -0.0009 0.0039
O -0.0005 -0.0005 0.0081
O -0.0009 0.0024 -0.0002
O -0.0026 0.0029 -0.012
O -0.0014 -0.0009 -0.0077
O 0.0018 -0.0021 -0.0046
O -0.0083 0.0083 -0.008
O 0.0002 0.0004 -0.0066
O -0.002 0.0021 0.006
O -0.0029 0.0021 0.0082
Si -0.0019 0.0494 -0.014
Si 0.0016 0.0008 0.0035
Si -0.0033 -0.0012 -0.0005
Si 0.0002 -0.0035 0.0039
Si 0.0029 -0.0004 -0.0041
Si 0.0035 -0.0014 -0.0018
Si 0.0055 -0.0029 -0.0004
Si -0.0008 0.0015 0.0051
Si -0.021 0.0001 -0.0237
Si 0.0007 0.0004 -0.0014
Si -0.0014 0.0026 0.0019
Si 0.0006 0 -0.0028
Si -0.0002 -0.0025 0.0039
Si -0.0028 -0.0027 -0.0142
Si -0.0012 0.0013 -0.0042
Si -0.0007 0.0047 0.0016
Si -0.0007 -0.0031 0.005
Si 0.0006 0.0008 0
Si -0.0003 0.0011 -0.0042
Si 0.0011 -0.0042 0.0036
Si 0.0027 0.0013 -0.0053
Si 0.0037 0.0005 -0.0084
Si -0.0016 -0.0011 -0.005
Si -0.0003 0.0021 0.0059
Si 0.003 0.0041 0.0002
Si 0.0022 0.0016 0.0071
Si -0.0034 -0.0019 -0.0015
Si 0.0007 0.0037 -0.0036
Si -0.0037 0.0021 0.0033
Si -0.0048 0.0065 0.0025
Si -0.0022 0.0002 -0.0051
Si 0.0019 0.0056 -0.0063
Si 0.0022 -0.0017 -0.0005
Si -0.0014 -0.0008 -0.004
Si 0.0017 0.0024 -0.0001
Si 0.0006 0.0006 0.0039
O 0.0001 -0.001 -0.0003
O -0.0014 -0.0005 0.0031
O -0.0002 -0.0009 0.003
O -0.0007 -0.0003 0.0036
O 0.0012 -0.001 -0.0011
O -0.0007 -0.0011 0.0019
O 0.0007 0.0002 0.0029
O 0.0034 0.0016 0.004
O 0 0.0013 0.0038
O 0.0076 0.0124 -0.0103
O 0.0006 -0.0009 -0.0005
O 0.0007 -0.0016 -0.0015
O 0.0033 0 0.0049
O 0.0007 -0.0011 0.0024
O -0.0016 -0.0005 0.0054
O 0.0011 0.0004 0.001
O 0.001 0.0026 0.0037
O -0.0014 -0.0001 0.0042
O 0.0007 0.0018 0.004
O 0.0041 0.0041 -0.0097
O -0.0004 -0.0019 -0.0012
O 0.0011 0.0015 0.0047
O -0.0002 0.0016 0.0034
O -0.0008 0.0017 0.0047
O 0.0024 -0.0007 0.0045
O -0.0001 -0.0013 0.0061
O -0.0007 0.002 -0.0022
O -0.0023 0.001 0.0026
O 0.0004 -0.0002 0
O 0.0001 -0.0017 0
O -0.001 -0.0007 0.0042
O -0.001 -0.0177 0.0078
O -0.0023 -0.0013 0.0011
O 0.0002 0.0002 0.001
O -0.0019 0.0014 0.0023
O -0.002 0.0015 -0.0002
O 0.0026 -0.0015 0.0049
O 0.0014 -0.0003 0.0009
O 0.001 -0.0003 -0.0011
O 0.0007 0.001 0.0011
O -0.0003 0.0001 0.0039
O -0.0023 0.0008 -0.0011
O 0.0004 -0.001 -0.0015
O 0.0006 -0.001 0.0054
O 0.0012 0.0008 0.0032
O -0.0011 0.0008 0.0018
O 0.0029 0.0033 -0.0042
O -0.0014 0 0.0028
O -0.0006 0.0019 0.0056
O 0.0013 -0.0004 0.0049
O -0.0029 0.004 0.0062
O -0.0002 0.0006 0.0004
O -0.0004 0 0.0053
O 0.0008 -0.0001 0.003
O -0.0001 0.0014 0.0036
O -0.0003 0.0008 0.002
O -0.0015 -0.0013 0.0033
O -0.0021 0.0026 0.0051
O 0.0002 0.0004 0.0035
O -0.0106 -0.0409 -0.0202
O 0.0014 0.0006 0.0001
O -0.0007 0.0014 0.0032
O 0.0008 0.0021 0.0031
O -0.0006 0.0009 0.0047
H 0.0008 -0.0005 -0.0005

The program warned: the cutoff lies below the one the program advises for these potential files; the forces do not sum to zero within the program's tolerance; the exchange-correlation potential is rough where the density is thin.
